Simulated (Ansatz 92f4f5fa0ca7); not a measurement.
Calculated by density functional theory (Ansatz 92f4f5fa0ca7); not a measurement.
Periodic cell of 184 atoms, Si120O64, from a study of silicon, its oxide and their interface. The atomic structure is a simulated model.
This geometry differs little from another in the collection (a relaxation step or a small displacement).

Settings
functional: r2SCAN
potential files: Ansatz PAW
basis: plane waves
wave-function cutoff: 800 eV
density cutoff ratio: 5
exchange-correlation grid ratio: 1
k mesh: 1 x 1 x 1, shifted by 0.5 0.5 0 of a step
self-consistency stop: 1e-10 eV per atom in the density residual
occupations: fixed
spin: none
net charge: 0

Cell vectors (angstrom)
a  10.888  0  0
b  0  10.888  0
c  0  0  27.1529

Atoms and the computed forces on them: element, x, y, z (angstrom), force x, y, z (eV/angstrom)
Si  0.3089  -0.0439  0.0503  -0.0037  0.0012  -0.0194
Si  3.0189  2.6795  0.1443  -0.0018  -0.0011  -0.0218
Si  -0.286  5.9034  -0.0149  0.0015  0.0008  -0.0206
Si  2.5138  8.6245  0.0412  0.006  -0.0002  -0.018
Si  5.1362  0.3446  0.159  -0.0008  -0.0017  -0.0238
Si  7.8428  3.0753  0.1426  0.002  -0.0012  -0.0192
Si  5.8566  5.4588  0.1677  -0.0024  0.0033  -0.02
Si  8.4599  8.2391  -0.0258  0.0045  0.0033  -0.0267
Si  1.4164  1.513  1.4002  -0.002  0.0001  0.0002
Si  4.1689  4.2888  1.3732  -0.001  -0.0008  -0.0037
Si  1.3579  6.9675  1.2829  -0.0018  -0.0004  -0.0043
Si  4.037  9.6622  1.4751  0.0016  -0.0032  -0.0042
Si  6.7525  1.4772  1.4369  0.0001  -0.001  0.0042
Si  9.5342  4.2298  1.3054  -0.0018  0.0001  0.0005
Si  6.9502  7.0412  1.426  -0.0002  0.0011  0.0066
Si  9.6118  9.706  1.3699  -0.0008  0.0006  -0.0021
Si  -0.0215  2.8379  2.6823  -0.0014  0.0007  -0.0018
Si  2.7059  0.1326  2.835  0.0003  -0.0005  0.0043
Si  0.0187  8.2718  2.7417  -0.0009  -0.0015  0.0031
Si  2.7065  5.5791  2.6609  0.0001  -0.0005  0.0025
Si  5.4179  2.8466  2.8014  -0.0004  -0.0008  -0.0041
Si  8.1712  0.1059  2.7098  -0.0009  0.0008  -0.001
Si  5.441  8.2612  2.735  0  -0.0004  0.0037
Si  8.2371  5.5817  2.7725  -0.0002  0.0004  -0.0014
Si  1.3743  4.1682  4.0346  -0.0003  0  -0.0004
Si  4.088  1.4638  4.1622  -0.0002  0.0023  0.0035
Si  1.3605  9.5981  4.1314  -0.0005  0.0006  0.0021
Si  4.0778  6.8731  4.0653  -0.0015  0.0002  0.0015
Si  6.8384  4.1814  4.1016  -0.0002  0.0002  -0.0034
Si  9.5296  1.4481  4.065  0.0013  -0.0004  0.002
Si  6.8206  9.6044  4.0765  -0.0005  0.0002  0.0007
Si  9.591  6.8921  4.135  -0.0005  -0.0001  0.0006
Si  -0.0383  0.0485  5.4471  0.0004  0  -0.0003
Si  2.6847  2.7942  5.4623  0.001  -0.0003  0.0019
Si  0.0417  5.4842  5.454  -0.0009  0.0005  0.0013
Si  2.7308  8.2016  5.4539  -0.0007  0  0.001
Si  5.4591  0.0476  5.4579  0  -0.0008  0.0023
Si  8.1733  2.7715  5.45  0.0003  -0.0007  0.0001
Si  5.418  5.491  5.4369  -0.0009  0  -0.0014
Si  8.1574  8.2148  5.4495  -0.0014  0.0015  0.0007
Si  1.3362  1.3826  6.7957  -0.0008  -0.0007  0.0006
Si  4.082  4.1084  6.8167  -0.0007  0  -0.0004
Si  1.4058  6.8034  6.8258  0.0009  -0.0001  -0.001
Si  4.1014  9.5394  6.8008  -0.0002  -0.0003  0.0002
Si  6.8305  1.3714  6.8161  -0.0005  -0.0001  -0.0001
Si  9.5581  4.1031  6.7955  -0.0002  0.0006  0.0003
Si  6.792  6.8244  6.7899  0.0005  -0.0007  -0.0002
Si  9.5164  9.5512  6.8225  0.0001  0.001  -0.0007
Si  -0.0141  2.7105  8.173  0.0002  -0.001  0.0005
Si  2.6825  -0.0295  8.123  0.0012  0.0007  0.0014
Si  -0.0161  8.1256  8.1389  -0.0011  0.0013  0.001
Si  2.7353  5.426  8.2154  -0.0011  0.0008  -0.0001
Si  5.4258  2.6913  8.1468  0  0.0004  0.0018
Si  8.1602  -0.0065  8.2066  -0.001  -0.0009  -0.0007
Si  5.4426  8.1604  8.1684  -0.001  -0.0002  0.0006
Si  8.137  5.4148  8.122  -0.0003  -0.0008  -0.0001
Si  1.372  4.0086  9.5475  -0.0001  -0.0011  0.0021
Si  4.0577  1.2902  9.471  -0.0001  -0.0006  0.0015
Si  1.3375  9.4718  9.4911  -0.0003  0.001  0.0003
Si  4.1219  6.7781  9.5509  -0.0004  0.0008  0.0019
Si  6.8233  4.0065  9.4956  0  -0.0004  0.0005
Si  9.5221  1.3586  9.5586  0.0002  -0.0007  0.0035
Si  6.8141  9.4702  9.5516  -0.0002  -0.0013  0.0025
Si  9.5037  6.7377  9.4782  0.0001  0.0012  0.0016
Si  -0.0301  -0.0759  10.8545  0.0013  -0.0012  -0.0002
Si  2.722  2.5831  10.8882  -0.0002  0.0004  0.0036
Si  -0.0918  5.3151  10.8359  -0.0032  -0.0014  -0.0029
Si  2.6927  8.1108  10.8641  0.001  0.0015  0.0016
Si  5.3955  -0.0651  10.8447  -0.0006  0.0006  -0.0032
Si  8.131  2.6635  10.9541  0.0007  0.0027  0.0001
Si  5.5042  5.3577  10.8536  -0.0003  -0.0026  0
Si  8.1813  8.0599  10.8928  0.0001  -0.0015  0.0022
Si  1.37  1.1601  12.252  0.0015  -0.0009  -0.0038
Si  4.1395  3.9592  12.1528  0.0005  -0.0001  -0.0049
Si  1.2612  6.6948  12.0969  -0.0015  0.0016  0.0042
Si  4.0866  9.4435  12.2255  -0.0011  -0.0001  0.0014
Si  6.7195  1.2572  12.2471  -0.0017  -0.0016  -0.0034
Si  9.5247  3.9764  12.3534  -0.0008  -0.0004  -0.0006
Si  6.9279  6.5934  12.2644  0.0029  0.003  -0.0007
Si  9.4799  9.4828  12.2323  0.0006  0.0018  -0.0022
Si  -0.0732  2.4151  13.6053  0  0.0008  0.0057
Si  2.7516  -0.1461  13.6974  -0.0014  -0.0001  0.0039
Si  -0.0012  8.0973  13.4938  0.0013  0.0002  -0.0007
Si  2.5783  5.212  13.3208  0.0027  0.0012  0.0035
Si  5.4548  2.6703  13.649  0.0016  0  -0.0034
Si  7.9481  -0.2074  13.6211  -0.0018  -0.0012  0.0034
Si  5.4274  7.9185  13.4226  -0.0011  0.0009  0.0023
Si  8.2641  5.3364  13.8759  0.0022  -0.0007  0.0042
Si  1.5303  3.6472  14.7218  -0.0034  0.0006  0.0172
Si  3.8543  1.534  14.9309  -0.0009  -0.0005  0.0216
Si  1.6796  8.9827  14.8708  0.0019  -0.0049  0.0122
Si  3.8313  6.671  14.5517  0.0036  -0.001  0.0204
Si  7.0715  3.6579  15.0964  -0.0003  -0.0018  0.021
Si  9.162  1.2753  14.9177  -0.0016  -0.0049  0.0234
Si  6.8277  8.973  14.9361  -0.0037  -0.0049  0.0277
Si  9.4194  7.1216  15.0347  0.0022  0.0043  0.0218
Si  21.9339  -4.5264  19.3927  -0.0017  -0.0015  0.0151
Si  35.5612  25.9753  24.6445  0.0032  0.0011  -0.0271
Si  -20.5363  45.3358  21.713  -0.0008  -0.0015  -0.0027
Si  -28.5834  -26.6447  17.3927  -0.0007  -0.0048  0.0285
Si  11.0135  15.4232  24.4039  -0.0001  -0.0007  -0.0246
Si  44.9257  23.2507  18.6886  -0.0045  0.0017  0.0157
Si  -24.2715  -26.8811  19.8937  0.001  -0.0002  0.0063
Si  5.4457  8.2778  22.9673  0.0039  0.0046  -0.0282
Si  -0.3682  48.1588  21.5862  0.0031  -0.0036  -0.0085
Si  9.6595  12.7314  25.1778  0.0046  0.0045  -0.0228
Si  18.854  -12.4208  24.1092  -0.0022  0.0039  -0.0271
Si  18.6936  43.553  20.2425  0.0006  -0.0006  0.0078
Si  -6.9244  0.5928  17.8409  -0.0125  -0.0018  0.0287
Si  -16.237  -21.7923  24.2542  -0.0024  -0.002  -0.0211
Si  -15.1429  -13.708  20.3683  0.0043  -0.0003  0.0072
Si  -1.1845  22.0685  22.6501  0.0038  -0.0007  -0.0123
Si  43.6771  -2.5798  17.3518  -0.0037  0.0026  0.0279
Si  -6.7599  24.177  22.7912  -0.0042  -0.002  -0.0117
Si  9.6254  21.8405  17.8476  0.0013  0.0042  0.0241
Si  -16.2495  -8.8085  20.0197  0.0034  -0.0018  0.007
Si  1.3573  15.3143  17.5771  0.0033  -0.0024  0.031
Si  17.3627  4.3583  18.1577  0.0034  0.0002  0.0267
Si  5.2599  -2.1511  17.7255  -0.0003  -0.0042  0.0246
Si  -6.7417  -25.8015  25.2342  -0.0022  -0.0016  -0.0283
O  7.125  10.7415  -3.1792  -0.0022  -0.0008  0.0064
O  4.097  12.4168  -0.2191  0.0001  0.001  0.0094
O  -13.6192  -1.9614  -1.4881  0.0004  -0.0058  0.0245
O  9.0994  26.3932  -6.3721  -0.0004  0.0012  -0.0013
O  -14.1761  -1.5518  -6.5094  -0.0006  0.0002  -0.002
O  0.8987  18.4686  -8.5464  0.001  0.0037  -0.0074
O  -31.0174  46.5185  -8.9917  -0.0038  0.0038  -0.005
O  11.2788  0.5591  -4.7864  -0.0006  0.0033  0.0017
O  15.485  -0.8075  -8.8638  0.0012  -0.0003  -0.0046
O  -16.4275  -24.5083  -5.795  0.0039  0.0001  -0.0042
O  11.2219  3.1385  -5.5893  0.0021  -0.0024  0.0022
O  21.1447  -25.5094  -10.6917  -0.006  -0.0055  -0.0229
O  9.9854  9.3873  -9.188  0.0031  -0.0011  -0.0087
O  14.0587  -5.2836  -1.8025  0  0.0045  0.0117
O  -9.9983  15.2612  -11.1188  -0.0019  -0.0033  -0.0245
O  -14.7492  19.1073  -3.7459  0.0007  0.0011  0.0087
O  2.3521  0.4971  17.8531  -0.0027  -0.0013  -0.0078
O  -12.5246  12.3302  23.6856  0.0004  0.0051  0.0132
O  4.3918  12.5659  18.9482  -0.0018  -0.0042  -0.0077
O  -3.6136  -4.2692  20.6974  -0.0017  0.0014  -0.0021
O  8.9424  0.5336  21.2496  -0.0018  -0.0013  0.0015
O  58.5498  25.5354  23.6806  -0.0012  0.0042  0.0111
O  23.3616  4.3738  23.7396  -0.0009  0.0002  0.0076
O  -17.3233  38.4938  15.8217  -0.0016  0.0021  -0.0216
O  -0.758  4.9831  23.1266  -0.0007  -0.0011  0.0124
O  15.7298  -8.2311  21.3663  -0.0002  0.0015  0.0028
O  -7.5341  8.1112  25.8836  -0.0071  0.0046  0.0163
O  9.44  -25.6755  26.8029  -0.0035  0.0024  0.0133
O  16.3235  21.4903  25.8435  0.0017  0.0045  0.0268
O  16.8867  9.1389  16.3393  0.0079  0.0013  -0.0273
O  28.2065  24.9552  19.2619  0.0002  0.0041  -0.0066
O  9.5213  6.8739  19.5157  0.0013  -0.0009  0.0008
O  2.7103  2.656  15.2966  0.0024  -0.004  -0.0078
O  -5.7262  5.2824  18.3279  -0.0029  0.0003  -0.0059
O  13.4039  -7.7223  25.8258  0.002  -0.0067  0.0204
O  1.7349  -20.4153  20.2461  0.0011  -0.0005  -0.0102
O  -11.0411  1.0315  18.4951  0.0022  -0.0035  -0.0116
O  2.8099  18.7134  15.0984  -0.0013  0.0023  -0.0041
O  17.1948  19.0382  18.7941  -0.0048  0.0016  -0.0123
O  -1.3671  0.4787  16.2918  0.0009  0.0003  -0.0142
O  19.2129  23.9911  25.9966  -0.0054  0.0033  0.017
O  -19.1257  -5.5105  17.7287  0.0026  0.0006  -0.0079
O  4.5865  -3.7568  23.7071  -0.0039  -0.0025  0.0143
O  10.5661  3.159  25.0948  -0.0073  -0.0023  0.0047
O  4.9468  12.2472  23.7069  0.002  -0.0045  0.0115
O  -21.6133  -27.5997  18.4286  0.0045  -0.0016  -0.0125
O  7.8036  16.0792  18.5157  -0.0037  -0.0025  -0.0085
O  -9.4888  31.5002  26.6702  -0.0015  -0.0007  0.0036
O  15.6908  20.5713  23.4442  0.0056  0.004  0.0088
O  20.2434  -12.0579  23.3218  -0.0042  -0.0006  0.0094
O  -9.7846  -1.712  16.3901  0.0036  0.0006  -0.0232
O  32.2552  11.5326  25.9001  0.0061  -0.0103  0.0191
O  0.2211  5.5721  25.6248  -0.002  0.0045  0.0219
O  24.3619  1.9467  22.5962  0.0028  0.0018  0.0026
O  8.2574  11.1301  18.6993  0.0052  0.0006  -0.0099
O  17.7053  4.2462  26.7583  -0.0004  -0.0004  0.0025
O  -2.6761  -8.3683  15.3568  0.0005  -0.0017  -0.0096
O  -10.3137  5.7676  20.8677  -0.0024  -0.0008  -0.0019
O  -15.3532  11.6962  20.4482  0.0014  0.0008  -0.0012
O  -5.4271  17.3199  26.064  0.0047  -0.0045  0.0236
O  -17.3076  -9.8824  16.3556  -0.0009  0.0041  -0.0262
O  -2.7557  18.9717  15.3465  -0.0008  0.0001  -0.009
O  -4.3679  -6.9755  16.6098  0.0032  -0.0009  -0.0233
O  -28.5657  29.3928  17.6286  -0.0008  -0.0028  -0.0057

Results
free energy: -113257.733 eV
free energy less fixed offsets of O -570.45, Si -639.56 eV per atom: -1.733 eV

The program warned: the cutoff lies below the one the program advises for these potential files; the forces do not sum to zero within the program's tolerance; empty levels may hold ghost states of the PAW files; the exchange-correlation potential is rough where the density is thin.
